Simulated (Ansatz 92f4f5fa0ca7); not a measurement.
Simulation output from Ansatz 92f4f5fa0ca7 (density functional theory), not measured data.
Periodic cell of 256 atoms, Si144O112, from a study of silicon, its oxide and their interface. The atomic structure is a simulated model.
This geometry differs little from another in the collection (a relaxation step or a small displacement).

Settings
functional: r2SCAN
potential files: Ansatz PAW
basis: plane waves
wave-function cutoff: 800 eV
density cutoff ratio: 5
exchange-correlation grid ratio: 1
k mesh: 1 x 1 x 1, shifted by 0.5 0.5 0 of a step
self-consistency stop: 1e-10 eV per atom in the density residual
occupations: fixed
spin: none
net charge: 0

Cell vectors (angstrom)
a, 10.88, 0, 0
b, 0, 10.88, 0
c, -0.3009, 0.428, 36.3142

Atoms and the computed forces on them: element, x, y, z (angstrom), force x, y, z (eV/angstrom)
Si, 1.6085, -1.596, -0.03, -0.0072, 0.0027, -0.0481
Si, 4.276, 1.1161, 0.1219, -0.0059, 0.0073, -0.0382
Si, 1.1779, 4.2948, 0.1215, 0.0031, -0.0038, -0.0377
Si, 3.9555, -3.6751, 0.1102, 0.0118, 0.003, -0.0383
Si, -4.4296, -1.0928, 0.2788, 0.0032, -0.0086, -0.0373
Si, -1.5578, 1.4654, 0.1326, 0.0033, -0.0067, -0.0402
Si, 7.1246, 3.7035, 0.029, -0.008, 0.0035, -0.0496
Si, -1.0582, -4.3866, 0.0502, -0.0073, 0.0074, -0.0469
Si, 2.6953, -0.0389, 1.3928, -0.001, -0.0002, 0.0015
Si, 5.4745, 2.6947, 1.3779, 0.0016, 0.0017, 0.0032
Si, 2.8008, -5.3828, 1.3069, -0.0002, 0.0032, -0.0005
Si, 5.3448, -2.6133, 1.6389, 0, -0.0025, 0.0008
Si, -2.7432, -0.0152, 1.467, -0.0002, -0.0008, 0.002
Si, 0.0073, 2.7028, 1.3902, -0.0012, -0.0015, 0.0026
Si, 8.1624, 5.4003, 1.3098, -0.0012, -0.0019, 0.0005
Si, 0.0388, -2.7444, 1.3173, 0.0015, 0.003, -0.0006
Si, 1.3584, 1.3501, 2.7257, -0.0007, -0.0008, 0.002
Si, 4.1129, 4.1019, 2.6818, 0.0004, -0.0009, -0.0012
Si, 1.4017, -4.0731, 2.7271, 0.0002, 0.0006, 0.002
Si, 3.9836, -1.2939, 2.9277, -0.0017, 0.0006, 0.0025
Si, 6.7822, 1.3524, 2.8189, -0.0016, 0.0012, 0.0014
Si, 9.5039, 4.0647, 2.7482, -0.001, -0.0007, 0.0007
Si, 6.809, 6.7811, 2.708, -0.0007, -0.0017, 0.0012
Si, -1.3372, -1.4058, 2.7082, 0.002, -0.0012, 0.0004
Si, -0.0089, -0.0112, 4.0762, -0.0004, 0.0004, 0.0011
Si, 2.7356, 2.7331, 4.0491, -0.0011, 0.0012, -0.0004
Si, 0.0151, 5.4351, 4.068, -0.0006, 0.0007, 0.002
Si, 2.6681, -2.7293, 4.1812, -0.0011, -0.0014, 0.0021
Si, 5.4225, 0.0296, 4.1902, -0.0008, -0.0001, 0.0014
Si, 8.1565, 2.7231, 4.1292, -0.0005, 0.0008, -0.0007
Si, 5.4493, 5.4402, 4.0796, -0.0016, -0.0009, 0.0019
Si, 8.1742, -2.7475, 4.0727, -0.0003, 0.0004, 0.001
Si, 1.3596, -1.3655, 10.9038, -0.0014, -0.0003, 0.0001
Si, 4.0786, 1.367, 10.9013, 0.0001, 0.0003, 0.0002
Si, 1.3518, 4.1094, 10.8275, -0.0011, -0.0011, -0.0024
Si, 4.0764, -4.0953, 10.8334, 0.0004, -0.0006, -0.0017
Si, 6.7892, -1.3556, 10.8088, -0.0017, -0.0008, -0.0005
Si, -1.3714, 1.3658, 10.8153, -0.0006, 0.0017, -0.0008
Si, 6.7974, 4.0759, 10.9187, -0.0011, 0.0008, -0.0007
Si, -1.3573, 6.8003, 10.916, -0.0005, 0, -0.001
Si, 2.7211, 0.0033, 12.255, -0.0007, -0.0001, 0.0006
Si, 5.4266, 2.7212, 12.2881, -0.0015, 0.0004, -0.0005
Si, 2.7057, 5.4497, 12.1988, -0.0014, 0, -0.0013
Si, 5.455, -2.7363, 12.1364, -0.0001, -0.0004, 0.0001
Si, -2.7259, -0.0056, 12.1417, -0.002, -0.0008, 0.0018
Si, -0.0308, 2.7599, 12.1335, -0.0007, 0.0006, 0.0004
Si, 8.1596, 5.4426, 12.285, -0.0008, 0.0007, -0.0012
Si, 0.0073, -2.7223, 12.2876, -0.0007, -0.0009, -0.0011
Si, 1.2998, 1.4154, 13.4969, 0.0014, 0.0009, -0.0005
Si, 4.0274, 4.0989, 13.6124, -0.0025, -0.0006, -0.0007
Si, 1.3904, -4.0853, 13.6349, 0.0005, 0.0004, -0.0042
Si, 4.1216, -1.4126, 13.5173, -0.0011, -0.0001, -0.0016
Si, -4.0397, 1.3265, 13.5574, -0.0004, -0.0002, -0.0012
Si, -1.3269, 4.0797, 13.6022, -0.0007, 0.001, -0.0009
Si, 6.7815, -4.0418, 13.5853, -0.0005, -0.0003, -0.0009
Si, -1.4066, -1.3397, 13.5629, -0.0019, -0.0011, -0.0025
Si, -0.2735, 0.2886, 14.7976, 0.0049, -0.0077, 0.0349
Si, 2.3979, 2.9455, 14.8775, 0.0038, -0.0066, 0.0374
Si, 0.2492, -5.6708, 14.9511, -0.0067, 0.0071, 0.0386
Si, 3.0026, -2.9267, 14.9117, -0.0054, 0.0077, 0.0339
Si, 5.7268, -0.3167, 14.7987, -0.0067, 0.005, 0.0333
Si, -2.4688, 2.4762, 14.8709, -0.0073, 0.0058, 0.0371
Si, 5.175, 5.72, 14.8694, 0.0054, -0.0058, 0.0372
Si, -2.9364, -2.4921, 14.9351, 0.0061, -0.0045, 0.0421
Si, 3.2983, -1.1537, 23.6166, -0.005, -0.0019, 0.023
Si, 2.3959, 4.1923, 24.821, 0.0003, 0.0015, 0.0111
Si, 6.4633, 3.7764, 16.9546, 0.0018, 0.0007, 0.0906
Si, -2.4034, -0.2212, 22.8591, 0.0064, -0.0021, 0.0355
Si, -1.0975, -2.025, -4.5266, 0.0048, -0.0012, -0.0743
Si, 3.007, 2.9557, -2.0567, 0.0052, 0.0038, -0.0901
Si, -2.0726, 1.3912, 20.5736, 0.0033, -0.0074, 0.0477
Si, 1.849, 2.4904, -6.9153, 0.0059, 0.0084, -0.0541
Si, 0.9759, 2.2292, -4.0635, -0.0097, 0.0075, -0.0735
Si, 0.9839, 4.9384, 22.0419, 0.0036, 0.0024, 0.0364
Si, 2.9805, 1.8504, 23.1994, 0.003, -0.0048, 0.0291
Si, 7.3276, 4.04, 19.9325, 0.0008, -0.0123, 0.0762
Si, 0.5572, 4.1795, -9.1529, -0.0052, 0.003, -0.0182
Si, 1.1729, -1.4715, 17.0062, -0.0018, 0.0027, 0.0818
Si, 7.0457, -0.8774, -5.6707, -0.0029, 0.0055, -0.0569
Si, 2.6431, 0.2589, 19.1867, -0.0049, 0.0076, 0.0888
Si, 3.3937, -4.4704, 21.4502, 0.0028, -0.0046, 0.0403
Si, -1.2352, -4.137, 22.7715, 0.0035, -0.0012, 0.0427
Si, 4.3227, -1.689, 20.8967, 0.0072, -0.0166, 0.0597
Si, 4.7111, -5.1051, 24.0615, 0.0014, 0.0034, 0.0195
Si, 1.8469, -2.2682, -5.8873, 0.0057, -0.0037, -0.0623
Si, -2.2023, -4.2331, -2.7946, 0.0016, -0.015, -0.0855
Si, 0.9483, 2.0679, 20.976, -0.0084, 0.0109, 0.0545
Si, 3.7745, -2.0669, -9.6841, 0.0003, 0.0008, -0.0065
Si, 2.153, -4.357, -8.1873, 0.0021, -0.0015, -0.033
Si, 5.7943, -5.0162, -5.0486, -0.0128, 0.0029, -0.0678
Si, 4.259, 1.494, 16.9044, 0.0028, -0.0058, 0.0817
Si, 2.1496, -0.178, -8.1964, -0.0059, 0.0009, -0.0344
Si, 5.9995, -2.9648, -1.9436, -0.0074, 0.0009, -0.0938
Si, -2.6047, -5.2219, -6.5213, -0.0007, 0.0039, -0.0631
Si, 7.0423, 2.0401, -4.656, 0.0062, -0.0004, -0.0688
Si, -2.2816, -3.985, 19.9486, -0.0136, 0.0144, 0.0758
Si, 4.5595, -2.3781, -4.3568, -0.0073, -0.0051, -0.0719
Si, -2.3806, 3.0918, -10.0032, 0.0057, 0.0023, -0.0105
Si, 7.7891, -5.1145, -11.3209, -0.0031, -0.0024, 0.0112
Si, -1.0108, -3.7515, 17.1287, -0.0026, -0.0003, 0.0848
Si, 8.1075, 0.2024, -10.6833, 0.0067, 0.0024, 0.0016
Si, -1.5132, 4.0169, -4.1679, -0.0017, -0.0037, -0.0649
Si, 4.1267, 4.3258, -7.2559, -0.0086, 0.0023, -0.0359
Si, 0.2532, -1.5876, 23.7448, 0.0018, 0, 0.0185
Si, 7.3412, -1.2567, 20.3792, 0.006, 0.0076, 0.0499
Si, 6.725, 3.2878, -7.6058, 0.0017, 0.0031, -0.0445
Si, -1.9636, -3.4365, -8.8384, -0.0008, 0.0089, -0.0249
Si, -0.1402, -0.136, -2.2481, -0.0066, 0.0023, -0.0968
Si, -0.1804, -1.2535, -9.6927, -0.0056, 0.0007, -0.0101
Si, 5.7306, 3.8163, -2.7528, 0.0056, -0.0063, -0.0953
Si, 4.8868, 3.8789, 21.8103, -0.0142, 0.004, 0.0444
Si, 6.5827, -1.2749, -8.649, -0.0004, -0.0078, -0.0303
Si, 1.3182, -1.3472, 5.4831, -0.0001, -0.0004, 0.0002
Si, 4.0618, 1.4053, 5.4782, -0.0005, 0.0003, -0.0005
Si, 1.3684, 4.0739, 5.432, 0.0001, 0.0002, 0.0003
Si, 4.0871, 6.7903, 5.4649, 0.0001, -0.0008, -0.0008
Si, 6.8104, -1.3821, 5.4567, 0.0001, -0.0021, -0.0002
Si, -1.359, 1.347, 5.456, -0.0002, -0.0013, -0.0001
Si, 6.7923, 4.0898, 5.4567, -0.0008, 0.0006, 0.0004
Si, -1.3466, 6.7917, 5.436, -0.0009, 0.0005, 0.001
Si, 2.7044, 0.0163, 6.8056, -0.0003, 0, -0.0009
Si, 5.43, 2.7452, 6.815, 0, -0.0006, -0.0008
Si, 2.7197, 5.4309, 6.8124, -0.0009, -0.0001, -0.001
Si, 5.4461, -2.7292, 6.8235, -0.001, 0.0006, -0.0008
Si, -2.7207, -0.0097, 6.816, -0.0006, 0.0005, -0.001
Si, 0.0058, 2.7157, 6.8048, -0.0005, 0.0005, -0.001
Si, -2.7178, 5.4454, 6.7937, 0.0003, -0.0003, 0.0002
Si, -0.0249, -2.7159, 6.8134, -0.0002, -0.0002, -0.0006
Si, 1.3614, 1.3606, 8.1731, -0.0013, 0, 0.0006
Si, 4.08, 4.079, 8.1764, -0.0015, 0.0001, 0.0005
Si, 1.3491, 6.8117, 8.1488, 0.0007, -0.0007, 0.0003
Si, 4.0657, -1.3497, 8.1508, 0.0002, -0.001, 0.0011
Si, 6.7824, 1.369, 8.1461, 0.0014, -0.0004, 0.0005
Si, -1.3698, 4.0855, 8.1503, -0.0006, -0.001, 0.0004
Si, 6.8118, -4.0933, 8.1707, -0.0019, 0.0006, 0.0006
Si, -1.3649, -1.3685, 8.1759, -0.0017, 0.0008, 0.0005
Si, 0.009, -0.0116, 9.5185, -0.0011, -0.0003, -0.0003
Si, 2.723, 2.7199, 9.5271, -0.0011, -0.0004, -0.0001
Si, -0.0185, 5.4627, 9.502, -0.0006, 0.0006, -0.0005
Si, 2.709, -2.7142, 9.5116, -0.001, 0.0006, -0.0003
Si, 5.4185, 0.0187, 9.5008, -0.0019, 0.0006, -0.0006
Si, 8.1349, 2.7308, 9.5035, -0.0004, -0.0001, -0.0003
Si, 5.4514, 5.4215, 9.5236, -0.0011, 0, 0.0001
Si, 8.17, -2.734, 9.5247, -0.0012, -0.0008, -0.0001
O, 7.8376, -5.3628, 20.3889, -0.0023, -0.0013, -0.0388
O, -1.0221, -1.0978, -3.1986, 0.0123, 0.0177, 0.0471
O, 5.3571, 4.5402, 23.216, -0.0005, -0.0062, -0.0185
O, 7.1842, -4.4107, -5.6269, -0.0106, 0.0036, 0.0279
O, 1.764, -1.5051, 23.1645, 0.0009, 0.0015, -0.0078
O, -1.4679, -4.2944, 18.5843, 0.0181, 0.0061, -0.0595
O, 4.7441, -3.9641, -4.4948, 0.0093, 0.0046, 0.0172
O, -1.5212, -0.4495, -9.9465, -0.0001, -0.0035, -0.0061
O, 3.0815, 3.4095, -6.4402, -0.0013, -0.003, 0.0177
O, 5.4192, 0.0334, -0.3228, -0.0009, 0.0008, 0.0166
O, 4.0891, -4.0529, 15.4221, 0.0011, -0.001, -0.0076
O, 6.8938, -1.9927, -1.0092, 0.0024, 0.0193, 0.0532
O, 4.9919, -2.0413, -2.8329, 0.0137, -0.0067, 0.0556
O, -2.618, 2.5976, -0.3673, 0.0006, -0.0016, 0.0225
O, 7.423, 4.7389, -7.5245, 0.0017, 0.0049, 0.0212
O, -1.9783, 5.0569, -3.0162, -0.0054, 0.0189, 0.0375
O, 5.7282, -1.2033, 20.2638, 0.0092, 0.0002, -0.0187
O, 2.8868, 2.6759, 24.5916, -0.0017, -0.0002, -0.0074
O, 3.5838, 1.6751, -1.2527, 0.0109, -0.0158, 0.0457
O, 6.1537, 3.5029, 20.9026, 0.0195, 0.0026, -0.0302
O, 7.6986, -2.42, -8.6691, -0.0009, 0.0008, 0.0065
O, 1.5528, 1.6454, 22.4316, -0.0079, 0.0017, -0.0248
O, 0.9828, -0.9675, -1.414, 0.0189, -0.0158, 0.0516
O, 3.2039, -0.6552, 20.3847, -0.0124, 0.0157, -0.0452
O, 3.8544, 0.8361, 18.3045, 0.0167, 0.0178, -0.053
O, 5.0191, 5.1051, -6.2054, 0.0157, 0.0133, 0.0376
O, 3.1274, -0.6181, -9.39, -0.0026, 0.0022, 0.0084
O, 1.3351, 4.0707, 15.4391, 0.0003, -0.0008, -0.0164
O, 2.7698, -2.6812, -0.4711, -0.0025, -0.0007, 0.0214
O, 6.5893, 4.1477, -1.4369, 0.0199, -0.0002, 0.0603
O, 2.992, -2.1405, -4.7186, 0.0169, 0.0008, 0.0275
O, 5.9036, 5.0643, 16.1682, -0.0127, 0.0198, -0.0402
O, 0.5097, 0.9349, -3.2485, -0.0072, -0.0208, 0.0457
O, 6.8229, -1.3838, 15.4089, -0.0008, 0.0002, -0.0156
O, 5.1792, -2.0619, -8.8724, 0.0028, 0.0027, 0.0063
O, -2.4312, 2.6867, -4.1861, 0.0058, 0.004, 0.025
O, 5.3201, 2.6692, 17.1106, -0.0031, -0.0023, -0.0313
O, 6.7928, -0.1524, -9.8072, -0.0008, -0.0014, 0.0065
O, 6.6914, 2.5889, -6.1458, 0.0051, -0.0091, 0.0456
O, -1.6186, 4.7653, -5.6053, 0.0061, -0.0094, 0.0375
O, 7.7627, -1.3497, 21.9449, -0.0059, -0.0019, -0.029
O, 8.1056, 0.0969, 19.8056, -0.0019, -0.0012, -0.0215
O, 7.6429, -0.1258, 24.221, -0.0011, 0.0015, -0.0163
O, 7.7477, 4.2137, -10.8776, 0.0008, 0.002, 0.0016
O, 3.8962, -3.2277, 20.536, 0.0019, 0.01, -0.0185
O, 5.9197, -4.2881, 24.7714, -0.0015, -0.0016, -0.0046
O, -2.5266, 1.2179, 22.1224, 0.001, 0.0076, -0.0269
O, 3.8741, -4.2159, 22.989, -0.0039, 0.0016, -0.0178
O, 2.447, 2.5759, -3.5125, 0.0188, 0.0066, 0.0516
O, 1.6681, -0.6934, 18.3211, -0.0158, -0.0218, -0.0539
O, -0.303, -3.1011, 23.5979, -0.0037, -0.0043, -0.0161
O, 5.1877, 3.4463, -8.1252, 0.0024, 0.0028, 0.0155
O, 4.0025, 2.563, 22.1436, 0.0053, 0.0055, -0.0136
O, 4.9315, 0.3111, 16.0588, 0.0104, -0.0173, -0.039
O, 0.1026, -2.6135, 17.3828, 0.003, 0.0015, -0.0269
O, -0.4569, 1.3584, 20.6051, -0.0022, -0.0003, -0.02
O, 6.7778, -0.5192, -7.229, 0.0013, 0.0045, 0.0365
O, 0.0599, 5.3744, -0.3819, 0.0021, -0.0023, 0.0199
O, -1.6091, -3.7899, -1.3606, 0.0153, -0.0007, 0.0638
O, -0.391, -4.9969, 16.2973, 0.0135, -0.0173, -0.0441
O, 4.3624, -1.6268, 22.5049, 0.0069, -0.0017, -0.0246
O, 2.302, -1.1003, -6.8941, -0.0052, -0.0119, 0.0288
O, 7.1091, -3.7774, -2.8081, -0.0055, 0.0079, 0.0281
O, 1.086, 1.8764, -5.637, -0.0087, 0.0004, 0.0491
O, 7.6605, 2.5622, -8.7047, -0.0072, 0.0021, 0.0158
O, 3.941, 4.7627, -11.1708, 0.001, 0.0003, -0.0067
O, 3.9708, -2.255, -11.2739, -0.0017, 0.0017, -0.0045
O, 3.5049, 0.4325, 23.7047, -0.0033, 0.0007, -0.0094
O, -1.4263, -3.5759, 21.2637, -0.0085, -0.0009, -0.0418
O, -0.5612, -2.6629, -9.0187, -0.0012, -0.0025, 0.0067
O, -2.38, -1.6042, -5.4536, 0.0131, -0.0043, 0.0272
O, 2.419, -2.1688, 16.2391, 0.0145, -0.0156, -0.0434
O, 0.4728, -0.3685, 16.0737, -0.0144, 0.0191, -0.0421
O, -2.3795, 1.754, -10.9193, -0.0004, 0.0001, 0.005
O, 5.6858, -1.6798, -5.285, -0.0115, -0.0109, 0.0321
O, 4.0473, 4.9982, 20.9784, 0.0041, 0.0001, -0.0129
O, 1.5871, 3.7978, -10.3388, 0.0021, -0.0005, -0.0014
O, -0.8337, -0.6004, 23.0508, -0.0063, 0.0047, -0.0065
O, 5.0278, -3.9877, -1.1125, -0.0242, -0.0075, 0.0544
O, -2.2555, -3.136, 16.2813, -0.0173, 0.0137, -0.0433
O, 1.8813, -3.6816, -6.7199, -0.0024, 0.0125, 0.0278
O, 1.7777, -4.6883, 21.358, 0.004, 0.0032, -0.0133
O, 1.8054, 3.6199, -1.2195, -0.015, 0.0168, 0.0522
O, -2.4682, 2.8333, 19.9687, -0.0072, 0.0139, -0.0267
O, 7.747, 3.1535, 16.1988, 0.0173, -0.0104, -0.0443
O, 1.9251, 1.5611, 19.802, 0.0173, -0.0168, -0.0426
O, 0.8126, 3.3346, -7.8057, 0.0049, -0.0071, 0.0225
O, -0.4829, 5.3291, 22.5741, -0.001, 0.0002, -0.0138
O, 0.6312, -0.3042, -8.6951, 0.0047, 0.0025, 0.0077
O, 1.823, 4.5773, 23.3637, -0.0085, 0.0038, -0.0193
O, 0.8315, -5.125, -8.7888, 0.0052, 0.0033, 0.0102
O, 0.3417, -2.024, -5.3039, -0.0222, 0.0022, 0.0295
O, 5.9691, 2.3699, -3.4707, -0.0155, 0.0179, 0.0431
O, -1.7495, -4.252, -7.463, -0.0052, -0.0113, 0.0249
O, -0.01, 3.5019, -3.8819, 0.0061, -0.0017, 0.0226
O, 2.4873, 1.3351, -7.8261, -0.0042, 0.0062, 0.0155
O, 7.1349, 0.4468, -4.762, 0.0004, 0.0121, 0.0233
O, -0.9377, 3.7549, -9.6256, 0.0029, 0.002, 0.0059
O, -1.3855, -3.5232, -3.9948, -0.0087, -0.0103, 0.0382
O, 0.8502, 3.6921, 21.0146, 0.0012, -0.0103, -0.0221
O, 3.2978, 5.3778, -8.1384, 0.0105, -0.0049, 0.0136
O, -2.5963, -4.4141, 23.6033, 0.0077, 0.0008, -0.0141
O, 2.7402, -3.206, -9.1643, -0.0022, -0.0051, 0.01
O, -1.3647, 1.3719, 15.3834, 0.0001, 0.0005, -0.0221
O, 6.8704, 4.2644, 18.4167, -0.0169, -0.0072, -0.0709
O, 4.1962, 4.0091, -2.3055, -0.0091, -0.0081, 0.019
O, 6.183, 4.8265, -3.9035, -0.0059, -0.0136, 0.052
O, 0.6699, -1.5669, -11.022, -0.0013, -0.0036, -0.0037
O, -2.3263, -4.309, -10.1487, 0.0022, 0.0026, 0.0052
O, 7.7323, -2.6443, 19.6338, 0.0073, -0.014, -0.0244
O, 2.96, 2.1144, 16.168, -0.0182, 0.0123, -0.0357
O, -1.0573, 0.6548, -1.1866, -0.0138, 0.017, 0.052

Results
free energy: -155994.026 eV
free energy less fixed offsets of O -570.45, Si -639.56 eV per atom: -6.986 eV

The program warned: the cutoff lies below the one the program advises for these potential files; the forces do not sum to zero within the program's tolerance; empty levels may hold ghost states of the PAW files; the exchange-correlation potential is rough where the density is thin.
